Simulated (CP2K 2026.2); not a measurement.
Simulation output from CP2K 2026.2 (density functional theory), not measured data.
Periodic cell of 519 atoms, Si360O159, from a study of silicon, its oxide and their interface. The atomic structure is a simulated model.
Doubt: the forces sum to 1.07 eV/angstrom along one axis rather than to zero, so they err by at least 0.0021 eV/angstrom per atom on average; the grid cutoff is modest.

Settings
functional: PBE
method: Gaussian and plane waves
basis set: DZVP-MOLOPT-SR-GTH
pseudopotentials: GTH-PBE
grid cutoff: 350 Ry, relative cutoff 50 Ry
k points: Gamma only
occupations: fixed
spin: none
net charge: 0

Cell vectors (angstrom)
a 16.32 0 0
b 0 16.32 0
c 1.8913 -1.3205 35.1295

Atoms and the computed forces on them: element, x, y, z (angstrom), force x, y, z (eV/angstrom)
Si 1.906 0.886 34.009 -0.029 -0.409 0.021
Si 10.183 1.121 33.455 0.01 0.001 0.044
Si 9.435 11.997 25.394 0.038 0.011 0.018
Si 9.881 5.13 30.044 -0.014 -0.041 -0.084
Si 14.524 9.195 0.213 0.025 0.098 0.213
Si 5.844 12.232 33.815 -0.013 0.007 0.087
Si 1.786 13.624 32.475 0.336 0.26 0.378
Si 9.089 -0.991 31.425 -0.009 0.132 0.059
Si 1.151 4.348 0.773 0.351 0.074 0.384
Si 8.14 5.633 35.095 -0.021 -0.072 0.701
Si 3.414 3.742 0.765 0.033 0.581 0
Si 1.917 4.388 28.235 -0.006 -0.027 0.063
Si 12.787 13.541 34.383 0.012 0.043 0.132
Si 5.839 4.295 31.944 0.136 0.016 -0.01
Si 14.654 4.157 34.442 -0.065 -0.055 0.157
Si 12.707 8.208 32.863 -0.153 -0.043 0.678
Si 7.374 8.298 30.51 0.09 -0.122 0.026
Si 15.619 12.514 34.178 0.18 0.146 0.72
Si 15.918 15.825 1.365 -0.159 -0.015 0.043
Si 15.204 1.231 34.245 0.112 -0.124 0.634
Si 5.498 -0.319 34.752 -0.055 0.161 0.148
Si 3.088 8.527 1.442 -0.183 -0.153 0.704
Si 0.18 11.116 1.541 -0.024 -0.041 0.716
Si 2.406 13.265 1.393 0.152 0.147 0.738
Si 6.492 13.289 0.196 -0.05 -0.037 0.222
Si 8.495 2.998 1.312 -0.223 -0.059 0.722
Si 5.17 5.338 1.349 -0.006 -0.064 -0.068
Si 7.936 8.042 1.335 -0.368 -0.291 0.396
Si 5.239 10.821 1.671 0.089 0 0.588
Si 9.204 10.02 29.084 0.072 0.105 0.149
Si 11.332 0.472 1.519 0.255 0.141 0.525
Si 13.089 2.15 1.419 -0.015 -0.063 0
Si 10.673 5.22 1.425 0.128 0.041 0.692
Si 15.404 6.391 0.614 0.112 -0.022 0.666
Si 9.31 12.649 0.534 -0.143 0.058 0.72
Si 14.171 14.165 1.353 0.008 0.072 -0.026
Si 14.904 1.258 2.637 0.055 -0.009 -0.034
Si 0.823 4.599 3.053 -0.001 -0.044 0.003
Si 15.483 6.308 2.944 -0.065 -0.015 -0.032
Si 1.391 9.519 2.744 -0.013 0.044 0.009
Si 14.956 12.386 2.726 0.026 0.001 -0.032
Si 1.247 14.852 2.709 0.078 -0.054 -0.126
Si 3.783 1.275 2.498 -0.521 -0.265 0.225
Si 6.843 4.161 2.593 0.008 0.037 -0.038
Si 4.066 6.835 2.783 -0.014 0.083 0.045
Si 6.812 9.523 2.787 0.001 -0.038 -0.036
Si 3.962 12.278 2.901 -0.05 0.023 -0.01
Si 7.148 14.39 2.925 0.32 0.052 0.422
Si 9.559 1.419 2.725 -0.014 -0.006 -0.024
Si 12.221 3.968 2.697 -0.015 0.035 -0.009
Si 9.435 6.768 2.687 -0.015 0.031 -0.028
Si 12.341 9.442 2.415 -0.03 0.075 0.688
Si 8.976 12.768 2.859 0.032 0.042 -0.093
Si 12.359 15.032 2.677 0.011 -0.031 0.001
Si 13.63 -0.007 4.171 0.039 0.022 -0.065
Si 16.207 2.691 4.036 -0.022 0.049 0.034
Si 13.624 5.337 4.024 0.017 0.01 0.036
Si 16.374 8.141 4.099 0.036 0.014 0.044
Si 13.49 10.953 3.898 -0.003 -0.059 -0.014
Si 16.306 13.575 4.202 -0.006 0.012 -0.019
Si 2.579 -0.036 4.001 0.049 0.029 0.019
Si 5.732 2.767 4.114 0.155 0.482 0.365
Si 2.676 5.522 4.154 0.025 0.065 0.055
Si 5.474 8.139 4.152 -0.031 -0.035 -0.014
Si 2.675 10.844 4.215 0.025 0.004 0.007
Si 5.401 13.562 4.237 0.011 -0.038 0.039
Si 8.167 -0.019 3.992 -0.041 -0.034 -0.055
Si 10.869 2.728 4.173 0.018 -0.009 -0.031
Si 8.142 5.445 4.096 0.006 -0.072 0.019
Si 10.96 8.124 3.895 -0.016 0.051 -0.001
Si 8.145 10.93 4.091 -0.022 0.015 0.036
Si 10.868 13.684 3.968 0 -0.052 0.017
Si 14.966 14.961 5.523 0.004 -0.001 0.006
Si 1.295 1.364 5.392 0.041 0.029 0
Si 14.888 3.999 5.48 0.015 -0.001 0.007
Si 1.39 6.868 5.564 -0.053 -0.012 -0.038
Si 14.903 9.561 5.301 -0.04 0.001 -0.029
Si 1.336 12.224 5.539 0.022 -0.033 0.022
Si 4.044 15.042 5.426 -0.002 0.024 -0.02
Si 6.951 1.364 5.507 0.003 -0.02 -0.006
Si 4.108 4.054 5.357 0.031 -0.065 -0.109
Si 6.815 6.781 5.49 -0.002 0.013 -0.006
Si 4.093 9.494 5.513 -0.01 0.01 -0.021
Si 6.757 12.171 5.551 0.044 0.008 -0.013
Si 9.561 15.018 5.409 -0.038 -0.039 -0.007
Si 12.241 1.352 5.5 -0.022 0.025 -0.016
Si 9.511 4.099 5.477 -0.045 0.01 0.007
Si 12.264 6.771 5.335 -0.006 0.007 -0.002
Si 9.603 9.529 5.321 0.032 -0.01 -0.047
Si 12.175 12.266 5.347 0.013 0.007 -0.013
Si 16.317 0.021 6.836 0.003 0.005 0.015
Si 2.719 2.716 6.732 -0.025 -0.009 -0.005
Si 16.296 5.421 6.776 -0.007 -0.023 -0.003
Si 2.74 8.182 6.91 0.046 0.025 0.013
Si 16.25 10.853 6.797 -0.013 -0.005 -0.02
Si 2.727 13.634 6.813 0.003 0.009 -0.011
Si 5.451 0.048 6.778 -0.012 0.022 -0.007
Si 8.237 2.724 6.886 0.011 0.001 0.009
Si 5.429 5.407 6.799 0.016 -0.004 -0.003
Si 8.216 8.188 6.747 0.028 -0.016 -0.013
Si 5.425 10.838 6.9 -0.013 -0.028 0.026
Si 8.179 13.616 6.76 -0.002 0.007 -0.004
Si 10.879 -0.001 6.841 0.007 0.041 0.029
Si 13.567 2.7 6.88 -0.03 -0.013 0.05
Si 10.896 5.474 6.772 0.028 -0.021 0.012
Si 13.597 8.169 6.706 0.002 -0.01 -0.01
Si 10.883 10.888 6.752 0.018 -0.001 0.002
Si 13.557 13.575 6.78 -0.021 -0.021 0.009
Si 14.963 1.375 13.579 0.002 0.019 -0.005
Si 1.352 4.091 13.583 -0.025 0.016 -0.004
Si 14.945 6.786 13.609 0.01 0.015 -0.01
Si 1.371 9.537 13.591 -0.004 -0.006 -0.009
Si 14.942 12.228 13.618 -0.009 -0.012 0.001
Si 1.371 14.962 13.595 0.028 -0.004 0.001
Si 4.066 1.366 13.589 -0.026 0.01 0.006
Si 6.823 4.064 13.598 0.015 -0.033 0.006
Si 4.091 6.813 13.585 0.002 -0.007 0.005
Si 6.803 9.529 13.596 -0.002 0.018 -0.005
Si 4.087 12.269 13.602 -0.006 0 -0.011
Si 6.794 14.964 13.602 -0.002 -0.019 0.004
Si 9.498 1.348 13.633 0.01 -0.001 -0.005
Si 12.247 4.076 13.59 0.007 -0.015 -0.005
Si 9.52 6.814 13.605 -0.004 0.023 -0.002
Si 12.245 9.509 13.618 0.009 -0.013 -0.008
Si 9.515 12.231 13.601 0.012 -0.02 -0.008
Si 12.208 14.944 13.611 -0.003 0.004 0.001
Si 13.578 0.025 14.914 0.02 0.004 -0.012
Si 16.32 2.731 14.947 0.009 0 -0.01
Si 13.607 5.401 14.983 0.01 0.028 0
Si 16.328 8.159 14.927 -0.02 0 -0.001
Si 13.591 10.864 14.994 0.004 0.009 0
Si 16.329 13.593 14.942 -0.011 -0.002 -0.016
Si 2.715 0.013 14.963 -0.002 0.003 -0.007
Si 5.453 2.7 14.934 0.013 0.011 0.001
Si 2.72 5.452 14.928 -0.012 -0.017 -0.008
Si 5.456 8.162 14.958 0 -0.004 -0.002
Si 2.726 10.912 14.957 -0.006 -0.001 0.017
Si 5.432 13.638 14.983 0.014 0.009 -0.002
Si 8.127 -0.02 15.003 -0.007 0.011 0.002
Si 10.884 2.725 14.955 0.01 -0.011 -0.004
Si 8.17 5.442 14.96 -0.006 -0.008 -0.016
Si 10.884 8.154 14.976 -0.006 0.01 -0.009
Si 8.166 10.877 14.967 -0.007 0.011 -0.011
Si 10.848 13.578 14.987 -0.015 -0.026 -0.003
Si 14.963 15 16.23 0.005 0.016 0.002
Si 1.366 1.396 16.302 -0.016 -0.024 0.052
Si 14.968 4.036 16.364 0.01 -0.043 0.011
Si 1.333 6.782 16.288 0.001 0.002 -0.008
Si 15.001 9.508 16.317 0.051 -0.005 -0.015
Si 1.381 12.28 16.343 -0.03 0.005 0.032
Si 4.082 15.02 16.359 -0.019 0.009 0.001
Si 6.718 1.314 16.358 -0.036 0.009 0.03
Si 4.136 4.12 16.244 -0.002 0.037 0.004
Si 6.818 6.797 16.329 0.006 -0.011 0.001
Si 4.073 9.521 16.293 0.042 0.031 0.007
Si 6.809 12.261 16.304 0.01 -0.029 -0.008
Si 9.48 14.924 16.365 -0.003 0.007 0.018
Si 12.234 1.36 16.316 -0.034 0.009 -0.012
Si 9.533 4.084 16.32 0.017 0.037 0.018
Si 12.222 6.754 16.316 -0.027 -0.01 0.018
Si 9.527 9.518 16.337 0.016 -0.002 -0.003
Si 12.202 12.211 16.35 -0.008 -0.031 0.013
Si 16.267 0.05 17.625 -0.014 0.025 -0.024
Si 2.832 2.74 17.575 -0.028 -0.044 -0.029
Si 16.363 5.394 17.698 -0.011 0.055 0.027
Si 2.679 8.159 17.617 -0.068 -0.023 -0.003
Si 16.361 10.88 17.689 -0.009 -0.052 -0.01
Si 2.702 13.709 17.71 -0.007 0.031 0.006
Si 5.363 0.02 17.861 0.028 0.007 0.004
Si 8.09 2.736 17.588 0.022 -0.008 -0.009
Si 5.407 5.487 17.682 -0.01 -0.025 0.008
Si 8.226 8.106 17.691 0.016 -0.011 0.007
Si 5.461 10.884 17.616 -0.002 -0.001 0.024
Si 8.085 13.599 17.767 0.013 -0.03 0.014
Si 10.85 0.009 17.657 -0.019 0.002 -0.016
Si 13.599 2.659 17.737 0.04 -0.008 -0.005
Si 10.907 5.395 17.744 -0.001 0.002 0.003
Si 13.638 8.092 17.605 0.025 0.028 -0.032
Si 10.834 10.861 17.761 -0.015 0.008 -0.019
Si 13.594 13.662 17.56 0.012 0.015 -0.015
Si 14.963 1.316 19.132 -0.004 -0.027 0.015
Si 1.541 4.046 18.959 0.025 -0.033 0.026
Si 14.91 6.697 19.014 -0.012 -0.015 0.034
Si 1.376 9.458 19.066 -0.015 0.007 0.029
Si 15.01 12.384 18.885 0.008 0.02 0.037
Si 1.364 15.194 19.046 0.052 -0.007 -0.055
Si 4.016 1.51 19.202 -0.035 -0.006 0.034
Si 6.762 4.077 18.981 0.027 0.017 0.033
Si 3.993 6.846 19.028 -0.007 0.034 0.036
Si 6.816 9.479 18.943 0.039 0.011 0.04
Si 4.09 12.264 18.933 0.033 -0.026 0.007
Si 6.7 14.909 19.219 -0.011 0.011 0
Si 9.382 1.35 18.926 0.007 0.025 -0.057
Si 12.258 3.998 19.118 -0.053 0.051 -0.019
Si 9.573 6.754 19.138 -0.048 0.032 -0.016
Si 12.31 9.436 18.955 -0.015 0.045 -0.023
Si 9.445 12.248 19.155 0.017 -0.071 0.054
Si 12.274 14.985 18.971 -0.022 -0.032 0.049
Si 13.585 -0.1 20.531 0.026 0.089 0.002
Si 16.717 2.47 20.248 -0.008 -0.004 0.061
Si 13.801 5.175 20.505 0.07 -0.064 -0.027
Si 16.297 8.011 20.354 -0.015 -0.012 0.013
Si 13.64 10.986 20.111 -0.097 0.031 0.003
Si 16.362 13.738 20.265 -0.045 0.007 -0.003
Si 2.185 0.66 20.472 -0.067 0.045 -0.084
Si 5.425 2.9 20.543 -0.004 -0.007 0.039
Si 2.84 5.376 20.494 0.015 0.012 -0.031
Si 5.398 8.214 20.31 -0.01 0.032 -0.088
Si 2.832 10.869 20.301 0.013 -0.036 -0.049
Si 5.347 13.44 20.548 0.266 -0.214 -0.295
Si 8.021 0.115 20.421 0.027 -0.077 0.034
Si 10.73 2.638 20.315 0.064 -0.032 0.007
Si 8.099 5.364 20.401 0.073 0.005 -0.02
Si 11.217 7.911 20.4 -0.017 -0.03 -0.006
Si 8.013 10.825 20.446 -0.168 0.325 -0.311
Si 10.75 13.842 20.341 -0.42 0.301 -0.511
Si 15.074 14.859 21.876 0.008 -0.054 0.086
Si 2.507 -0.084 22.726 -0.009 -0.022 0.081
Si 15.746 4.211 21.65 0.067 -0.062 -0.068
Si 17.271 6.19 21.581 -0.226 -0.197 -0.491
Si 15.03 9.698 21.388 0.473 0.21 -0.347
Si 1.595 12.468 21.435 0.028 0.019 -0.06
Si 3.021 13.926 22.623 -0.443 0.205 -0.144
Si 6.818 1.551 21.851 -0.147 0.003 -0.584
Si 4.706 4.708 21.953 -0.067 -0.009 -0.008
Si 6.336 6.45 21.509 0.005 0.073 0.043
Si 4.559 9.98 21.656 -0.078 0.052 0.043
Si 6.287 11.69 21.761 -0.055 -0.096 -0.051
Si 13.866 8.185 23.577 -0.135 -0.155 0.011
Si 11.681 0.906 21.575 -0.143 -0.183 -0.523
Si 9.121 3.683 21.726 0.326 0.365 -0.152
Si 12.219 6.263 21.884 -0.145 -0.179 -0.43
Si 10.307 9.369 21.921 0.165 -0.263 -0.614
Si 9.851 -0.698 21.586 0.3 0.148 -0.57
Si 11.347 0.531 26.257 -0.085 -0.036 -0.071
Si 16.492 6.555 29.647 0.012 -0.014 0.009
Si 12.527 12.902 29.059 -0.101 0.011 -0.083
Si 14.317 5.682 31.799 -0.034 -0.079 -0.108
Si 10.556 4.933 23.1 -0.037 -0.062 -0.707
Si 4.87 4.379 27.295 -0.049 0.023 -0.097
Si 12.332 11.773 21.903 0.42 -0.281 -0.536
Si 16.534 11.069 22.582 -0.08 -0.021 -0.58
Si 4.586 9.448 23.962 -0.172 0.204 -0.677
Si 10.472 9.419 26.365 0.031 0.019 -0.199
Si 6.94 5.459 29.301 0.132 -0.056 -0.006
Si 16.725 9.545 30.414 0.013 0.03 -0.037
Si 6.568 11.726 24.127 -0.138 0.001 -0.679
Si 16.495 -0.042 23.281 0.298 -0.34 -0.496
Si 13.731 -0.694 27.972 -0.127 0.035 -0.124
Si 9.42 7.58 24.298 -0.071 -0.059 -0.151
Si 12.28 2.576 24.219 -0.044 -0.092 -0.193
Si 2.238 15.19 29.867 0.017 0.105 0.036
Si 4.627 0.296 23.969 -0.392 0.018 -0.511
Si 17.562 1.865 29.762 -0.016 -0.132 0.126
Si 3.709 2.04 31.658 0.027 -0.171 -0.159
Si 14.475 13.115 23.46 0.147 0.434 -0.587
Si 4.486 13.698 25.244 -0.284 -0.036 0.107
Si 14.297 5.939 27.612 0.033 -0.039 -0.009
Si 5.404 4.546 24.406 -0.347 0.05 -0.608
Si 12.754 4.232 29.619 -0.045 -0.129 0.018
Si 14.4 1.692 29.923 0.073 0.023 -0.065
Si 13.08 0.454 32.404 -0.061 -0.068 0.044
Si 5.533 6.802 33.791 0.154 0.037 0.123
Si 8.385 0.188 26.737 -0.153 -0.239 0.55
Si 16.264 4.604 25.946 0.011 -0.112 0.004
Si 1.655 9.695 24.817 0.122 0.071 -0.012
Si 15.377 2.949 23.638 0.074 0.445 -0.545
Si 13.362 8.633 26.5 -0.01 -0.04 -0.002
Si 16.938 11.989 26.678 -0.001 0.054 -0.052
Si 15.218 9.574 33.126 0.022 0.083 -0.015
Si 12.124 8.417 35.112 0.328 -0.208 -0.314
Si 10.229 8.024 30.96 -0.053 -0.055 -0.013
Si 8.758 3.878 32.758 -0.086 -0.051 -0.004
Si 5.247 -0.442 30.546 0.375 -0.259 0.427
Si 2.45 14.998 34.331 -0.447 -0.112 0.053
Si 6.314 14.66 32.248 -0.405 0.379 -0.441
Si 5.157 9.566 32.323 -0.175 0.02 0.035
Si 9.818 14.873 24.647 -0.081 0.095 0.053
Si 6.506 7.139 23.7 -0.064 -0.081 -0.613
Si 11.818 14.065 31.644 -0.02 0.07 0.066
Si 14.674 10.728 28.345 -0.037 0.039 0.046
Si 5.93 2.106 25.865 0.123 -0.087 0.074
Si 3.016 11.308 30.694 0.071 0.053 -0.075
Si 9.423 12.826 28.385 0.049 0.104 0.08
Si 15.595 14.578 25.706 -0.12 -0.135 0.018
Si 7.889 -0.709 28.869 -0.021 0.278 -0.665
Si 16.74 7.17 24.275 0.176 0.051 0
Si 3.053 12.943 28.074 0.297 0.128 0.018
Si 14.949 1.35 8.207 0 0.018 0.012
Si 1.363 4.073 8.127 -0.006 0.003 -0.008
Si 14.945 6.812 8.116 -0.01 -0.003 -0.014
Si 1.327 9.545 8.187 0 -0.025 0.003
Si 14.916 12.226 8.159 0.007 -0.004 -0.006
Si 1.36 14.974 8.179 -0.02 -0.007 0.009
Si 4.074 1.382 8.137 0.001 0.005 0.019
Si 6.8 4.07 8.175 -0.004 0.007 -0.015
Si 4.104 6.778 8.198 -0.02 -0.003 -0.002
Si 6.841 9.486 8.177 -0.003 0.015 0.003
Si 4.067 12.259 8.185 0.003 0.016 0.004
Si 6.801 14.968 8.125 0.026 0.004 -0.008
Si 9.564 1.358 8.229 -0.006 0.021 0.021
Si 12.216 4.102 8.175 -0.006 -0.016 0.01
Si 9.54 6.825 8.141 0.002 0.002 -0.011
Si 12.247 9.519 8.107 -0.011 0.008 0.005
Si 9.522 12.244 8.131 -0.007 -0.012 0.001
Si 12.232 14.937 8.172 0.004 -0.013 0.004
Si 13.589 -0.024 9.544 0.001 0.003 -0.002
Si 16.329 2.726 9.516 -0.007 0.01 0.001
Si 13.592 5.466 9.503 0.004 0.011 0
Si 16.302 8.152 9.513 0.009 -0.005 0.003
Si 13.581 10.861 9.521 0.005 -0.01 -0.002
Si 16.298 13.597 9.511 -0.001 -0.004 -0.018
Si 2.73 0.014 9.516 0.007 -0.002 0
Si 5.43 2.722 9.524 -0.01 0.012 0.008
Si 2.711 5.427 9.521 0.011 -0.01 0.009
Si 5.47 8.141 9.54 0.029 -0.02 0
Si 2.693 10.907 9.536 -0.025 0.014 -0.004
Si 5.454 13.612 9.512 0.012 -0.006 0.002
Si 8.149 -0.004 9.52 -0.011 -0.009 0.002
Si 10.898 2.735 9.565 0.011 0.018 0.006
Si 8.171 5.454 9.507 0.004 -0.003 -0.004
Si 10.892 8.179 9.502 0.005 -0.002 0.003
Si 8.175 10.886 9.514 0.002 0.007 0.013
Si 10.87 13.583 9.526 -0.003 0.004 0
Si 14.951 14.944 10.899 -0.005 -0.006 0.005
Si 1.361 1.363 10.876 0 -0.001 0
Si 14.961 4.101 10.855 0.006 0.011 -0.01
Si 1.355 6.805 10.874 -0.021 -0.006 -0.002
Si 14.948 9.507 10.883 0.001 0.005 -0.001
Si 1.337 12.255 10.894 0.01 0.001 0.011
Si 4.092 14.971 10.87 -0.006 0.009 0.003
Si 6.794 1.359 10.879 -0.002 -0.005 0.004
Si 4.074 4.08 10.886 0.01 0.007 0.003
Si 6.82 6.79 10.9 -0.01 0.002 0.01
Si 4.087 9.534 10.863 -0.007 0.003 -0.012
Si 6.805 12.243 10.872 0.003 0.001 -0.008
Si 9.505 14.951 10.88 0.001 -0.008 -0.003
Si 12.241 1.35 10.907 0.005 0.012 0.001
Si 9.52 4.093 10.891 0.012 -0.024 0.008
Si 12.235 6.813 10.874 -0.004 0.004 0.005
Si 9.535 9.53 10.876 0.003 0 -0.009
Si 12.231 12.225 10.886 -0.002 -0.014 0.005
Si 16.323 -0.002 12.236 -0.001 -0.007 0.004
Si 2.711 2.723 12.236 -0.001 -0.011 0.007
Si 16.311 5.45 12.232 0.005 -0.006 0.005
Si 2.73 8.175 12.223 0.018 0.012 -0.009
Si 16.302 10.879 12.243 -0.007 -0.008 -0.007
Si 2.725 13.615 12.228 -0.016 0.001 0.002
Si 5.437 0.006 12.243 0.005 0.002 0.009
Si 8.169 2.71 12.236 -0.012 0.033 -0.006
Si 5.45 5.428 12.247 -0.003 -0.003 0.013
Si 8.171 8.172 12.239 0.007 -0.012 -0.001
Si 5.44 10.895 12.239 0.007 0.002 -0.001
Si 8.152 13.594 12.246 0.006 -0.002 0.008
Si 10.854 -0.008 12.255 -0.008 -0.002 0
Si 13.612 2.733 12.222 0.01 -0.01 -0.006
Si 10.883 5.454 12.246 -0.003 0.018 -0.005
Si 13.592 8.152 12.25 -0.003 -0.001 -0.005
Si 10.886 10.872 12.257 -0.003 0.009 -0.004
Si 13.583 13.586 12.256 0.004 -0.016 -0.006
O 4.62 6.527 35.117 -0.539 -0.614 -0.087
O 6.747 6.96 29.876 -0.432 0.081 -0.169
O 17.201 6.509 35.002 0.162 0.067 -0.383
O 1.302 12.137 0.892 0.162 -0.272 -0.578
O 3.069 13.851 0.016 -0.206 0.448 -0.362
O 6.015 11.774 0.58 0.05 -0.138 -0.153
O 9.889 0.989 35.045 -0.54 -0.577 -0.06
O 6.514 -0.823 33.625 0.337 -0.007 0.149
O 4.141 9.751 1.057 -0.101 -0.202 -0.378
O 11.193 10.683 22.248 -0.068 0.139 0.141
O 8.671 7.945 31.435 -0.215 -0.348 0.644
O 6.072 5.272 27.942 0.292 0.184 -0.377
O 10.765 16.258 0.058 -0.205 0.164 -0.243
O 14.88 5.102 33.182 0.335 0.428 0.13
O 9.603 4.121 0.835 0.006 0.075 -0.359
O 11.463 5.942 0.173 0.098 0.533 -0.202
O 11.47 9.891 35.012 0.025 0.115 -0.137
O 15.506 6.686 28.377 0.01 0.236 -0.31
O 3.223 2.78 2.131 -0.248 0.334 0.238
O 7.408 12.466 34.157 0.25 0.515 -0.338
O 6.456 14.374 1.412 -0.367 0.579 -0.188
O 13.655 8.881 1.569 0.366 -0.482 0.239
O 11.288 9.867 1.233 -0.055 0.427 -0.075
O 5.224 1.495 3.177 0.388 -0.356 -0.129
O 4.387 14.154 21.705 0.253 0.126 -0.227
O 8.816 9.832 21.491 -0.294 -0.36 0.426
O 11.605 13.175 21.568 0.147 0.257 0.426
O 17.507 8.203 25.238 0.131 -0.082 0.469
O 15.433 8.32 34.144 -0.256 -0.29 0.113
O 17.522 9.969 23.294 0.089 -0.234 -0.402
O 10.436 10.714 25.377 0.58 -0.098 -0.324
O 11.935 1.479 23.09 0.17 -0.047 0.272
O 7.846 7.915 24.16 -0.09 0.703 0.005
O 4.485 4.787 25.752 -0.616 0.411 -0.014
O 12.935 6.912 23.245 -0.145 -0.193 0.436
O 5.908 0.727 22.989 0.151 0.038 0.239
O 3.828 -1.103 30.159 0.03 -0.471 -0.17
O 9.941 8.03 25.742 0.244 -0.25 0.306
O 7.819 14.371 31.72 0.261 -0.642 -0.347
O 15.664 11.766 27.623 -0.075 0.487 0.117
O 5.574 10.721 33.36 -0.044 -0.114 0.4
O 13.438 8.943 24.92 -0.308 0.281 0.047
O 13.624 7.046 26.651 -0.248 -0.155 -0.348
O 10.572 13.632 0.25 0.239 -0.131 0.373
O 7.231 1.199 26.187 -0.025 0.272 -0.234
O 10.229 8.503 23.267 0.422 -0.183 0.265
O 16.699 1.261 33.582 -0.093 0.281 -0.46
O 1.407 6.676 23.096 0.59 0.324 0.214
O 5.792 10.362 24.548 0.312 -0.098 0.571
O 15.815 1.44 23.238 -0.232 -0.082 -0.188
O 14.454 2.641 33.953 -0.381 -0.016 -0.213
O 9.437 -0.088 32.703 -0.304 -0.246 0.185
O 16.162 5.94 25.082 -0.495 0.06 0.105
O 8.582 15.311 25.627 -0.249 -0.364 0.009
O 10.135 13.291 24.722 0.482 -0.205 -0.255
O 1.676 10.524 30.208 0.024 -0.146 -0.28
O 13.374 14.191 28.598 0.163 -0.028 0.275
O 4.654 1.332 25.226 -0.364 0.298 0.128
O 13.699 9.478 32.564 -0.128 0.518 -0.137
O 15.605 6.048 30.9 0.186 0.157 0.388
O 6.294 -0.566 29.276 -0.158 -0.092 -0.463
O 2.009 11.901 27.465 -0.049 -0.665 0.304
O 11.971 1.885 25.64 0.258 0.327 0.433
O 4.953 8.207 33.198 -0.582 -0.154 0.109
O 17.094 8.033 29.934 0.284 0.105 0.077
O 15.625 10.374 0.371 0.134 -0.046 -0.641
O 7.105 6.653 34.297 0.152 0.306 -0.166
O 17.765 2.859 28.504 -0.055 -0.296 -0.37
O 13.151 5.414 28.598 -0.304 0.254 -0.001
O 14.308 0.336 29.063 0.36 0.04 0.193
O 11.119 4.159 29.593 -0.217 -0.416 -0.11
O 2.649 12.382 31.869 0.285 0.108 0.417
O 8.545 5.161 29.083 0.023 0.013 -0.589
O 12.708 -0.908 31.623 0.24 -0.102 -0.408
O 16.269 3.342 24.945 0.569 -0.407 0.268
O 12.436 12.941 30.674 0.375 -0.293 0.127
O 13.753 9.202 22.339 -0.314 0.066 -0.233
O 10.356 9.297 29.963 0.653 0.357 -0.182
O 8.715 -0.063 30.135 0.211 0.686 -0.003
O 15.722 12.067 23.604 0.155 -0.119 0.604
O 9.873 0.875 26.878 -0.068 0.186 0.3
O 1.589 0.302 29.474 -0.172 -0.026 -0.137
O 3.648 12.137 29.399 0.263 0.118 0.142
O 17.805 14.616 31.194 -0.279 0.399 -0.083
O 6.517 5.723 24.479 0.336 -0.24 0.613
O 6.351 9.169 31.349 0.291 0.45 -0.079
O 11.916 9.118 26.995 -0.082 -0.086 0.266
O 0.364 2.992 0.272 -0.302 -0.49 0.219
O 9.917 11.907 34.847 0.092 0.193 -0.529
O 13.832 2.979 24.104 -0.099 0.341 0.127
O 13.328 4.622 31.084 -0.328 -0.443 0.464
O 5.531 13.273 32.609 -0.523 -0.132 -0.414
O 10.527 6.616 30.204 0.661 -0.095 -0.172
O 0.429 5.639 0.055 0.287 0.167 -0.44
O 16.729 13.042 33.113 0.107 -0.12 -0.294
O 4.836 15.223 24.801 0.11 -0.014 0.1
O 7.142 3.667 32.697 -0.22 -0.274 0.155
O 14.924 4.643 26.86 -0.287 -0.507 0.181
O 9.437 15.222 23.124 -0.463 -0.225 0.075
O 5.576 1.311 34.707 0.261 0.332 -0.544
O 16.333 -0.645 24.784 0.245 0.048 0.308
O 11.744 13.536 33.161 -0.599 -0.149 0.218
O 14.28 13.35 33.809 0.177 0.312 -0.37
O 3.06 1.339 32.956 0.119 -0.262 -0.109
O 9.076 4.84 34.017 0.366 0.08 -0.12
O 15.381 10.939 33.953 -0.109 -0.204 0.365
O 6.275 4.469 30.399 -0.001 -0.374 -0.264
O 5.133 7.919 24.135 -0.35 -0.133 0.434
O 9.101 11.6 29.397 -0.215 0.095 0.579
O 9.485 9.812 27.539 -0.394 0.154 -0.112
O 14.285 0.15 33.45 0.132 -0.463 0.12
O 15.989 2.011 30.177 -0.034 0.172 0.447
O 9.311 4.619 31.455 0.164 -0.063 -0.019
O 17.652 5.46 29.316 0.138 -0.156 0.533
O 9.034 8.705 0.303 -0.079 -0.131 -0.453
O 3.27 9.746 24.88 0.2 0.238 0.302
O 13.654 1.505 31.334 0.064 0.484 0.254
O 5.39 5.691 32.629 -0.217 0.051 -0.279
O 15.426 10.137 29.648 -0.178 -0.107 0.302
O 11.768 1.062 33.135 0.159 0.169 -0.023
O 13.543 2.874 29.187 0.071 0.056 -0.643
O 14.376 13.858 24.901 -0.65 0.027 0.353
O 4.057 -0.968 34.467 0.065 -0.151 -0.225
O 4.014 13.443 26.811 -0.04 0.075 -0.015
O 11.403 3.924 24.069 0.146 0.365 0.369
O 5.867 12.9 25.001 0.221 0.317 0.499
O 3.371 13.255 24.114 -0.379 -0.382 0.185
O 9.757 6.024 24.026 -0.187 -0.168 0.396
O 13.3 11.529 28.672 -0.325 -0.327 -0.036
O 10.343 14.384 31.082 -0.063 -0.263 -0.175
O 8.039 2.576 22.376 -0.125 -0.168 0.522
O 2.16 14.205 28.59 -0.54 0.222 -0.247
O 11.123 -0.607 25.118 0.565 -0.101 -0.268
O 11.241 8.31 32.171 -0.077 0.196 -0.006
O 11.041 13.039 28.404 0.182 0.188 -0.391
O 5.431 2.846 27.221 0.168 -0.314 0.516
O 13.191 12.158 23.226 -0.214 -0.243 0.471
O 17.127 10.76 25.659 -0.552 -0.046 -0.205
O 3.532 4.5 28.197 0.208 0.005 0.332
O 13.432 6.962 32.153 0.141 -0.085 -0.279
O 2.386 2.398 30.788 -0.026 0.476 0.164
O 16.724 13.47 26.063 0.183 0.151 0.18
O 4.82 1.094 30.924 0.121 0.378 -0.158
O 17.632 4.701 26.776 0.318 0.024 -0.198
O 7.807 9.277 29.318 -0.634 -0.001 -0.242
O 16.336 9.494 31.979 0.402 0.161 0.022
O 14.094 5.51 0.224 0.015 -0.326 0.266
O 3.976 10.178 31.378 -0.034 -0.097 -0.323
O 4.047 0.495 1.098 0.299 -0.69 -0.101
O 4.534 3.359 32.064 -0.243 0.434 0.141
O 9.538 2.492 32.919 -0.132 0.131 -0.036
O 12.391 -0.048 27.336 -0.147 0.079 0.141
O 8.118 11.605 24.546 0.135 -0.326 -0.25
O 6.287 3.21 24.721 0.47 -0.108 -0.33
O 9.001 12.433 26.882 -0.219 -0.18 -0.096
O 14.942 -0.951 26.936 0.391 0.423 0.277
O 8.483 14.083 28.78 -0.033 -0.241 0.183
O 15.434 7.834 23.615 0.214 0.281 -0.248
O 14.421 9.486 27.351 0.277 -0.13 -0.085

Results
total energy: -108222.065 eV
total energy less fixed offsets of O -438.35, Si -107.03 eV per atom: 6.385 eV
